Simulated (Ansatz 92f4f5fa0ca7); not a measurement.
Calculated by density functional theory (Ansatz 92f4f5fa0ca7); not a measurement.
Periodic cell of 215 atoms, Si131O82As2, from a study of silicon, its oxide and their interface. The atomic structure is a simulated model.
Doubt: the cutoff is far below the 930 eV that the study's wrapper takes by default for these files, so forces and energies are approximate.
This geometry differs little from another in the collection (a relaxation step or a small displacement).

Settings
functional: PBE
potential files: Ansatz PAW
basis: plane waves
wave-function cutoff: 580 eV
density cutoff ratio: 5
exchange-correlation grid ratio: 1
k mesh: 1 x 1 x 1, Gamma-centred
self-consistency stop: 5e-08 eV per atom in the density residual
occupations: fixed
spin: none
net charge: 0

Cell vectors (angstrom)
a	10.938	0	0
b	0	10.938	0
c	0	0	31.5432

Atoms: element, x, y, z (angstrom)
Si	10.4095	0.6038	24.331
Si	6.0176	10.5299	24.1332
Si	2.0999	3.2768	24.0797
Si	8.6776	2.2889	24.3019
Si	0.4752	5.0875	24.1539
Si	5.0282	5.9231	24.181
Si	3.3718	7.6802	24.139
Si	7.8038	8.8567	23.988
Si	1.3232	1.4987	25.4483
Si	6.8961	1.3244	25.485
Si	4.0086	4.1242	25.313
Si	9.6489	4.1221	25.4143
Si	1.4795	6.8413	25.3557
Si	6.8758	6.968	25.2332
Si	4.2091	9.5545	25.3294
Si	9.5114	9.6627	25.4249
Si	2.7642	0.0209	26.6381
Si	8.2038	-0.0029	26.9254
Si	-0.001	2.7914	26.9051
Si	5.4333	2.755	26.6596
Si	2.7422	5.4639	26.8211
Si	8.2077	5.542	26.6264
Si	0.0255	8.2289	26.6454
Si	5.5307	8.2194	26.7806
Si	4.1066	1.3726	28.0676
Si	9.5752	1.3911	28.2191
Si	1.3825	4.139	28.2169
Si	6.8297	4.1425	28.0251
Si	4.137	6.8438	28.1308
Si	9.5916	6.8572	28.0518
Si	1.3892	9.5919	28.0456
Si	6.8308	9.558	28.216
Si	0.0254	-0.0134	29.4943
Si	5.4473	0.0185	29.4998
Si	2.753	2.7186	29.4974
Si	8.1683	2.7757	29.4866
Si	-0.0215	5.5009	29.5029
Si	5.4842	5.4637	29.482
Si	2.7357	8.2131	29.4665
Si	8.2302	8.1805	29.4996
Si	1.3673	1.3673	30.8594
Si	6.8362	1.3673	30.8594
Si	4.1018	4.1018	30.8594
Si	9.5708	4.1018	30.8594
Si	1.3673	6.8362	30.8594
Si	6.8362	6.8362	30.8594
Si	4.1018	9.5708	30.8594
Si	9.5708	9.5708	30.8594
Si	2.7345	0	0.6835
Si	8.2035	0	0.6835
Si	0	2.7345	0.6835
Si	5.469	2.7345	0.6835
Si	2.7345	5.469	0.6835
Si	8.2035	5.469	0.6835
Si	0	8.2035	0.6835
Si	5.469	8.2035	0.6835
Si	4.1137	1.3479	2.0513
Si	9.5503	1.3772	2.0308
Si	1.3363	4.1281	2.0603
Si	6.8608	4.065	2.0612
Si	4.0891	6.8415	2.0344
Si	9.5936	6.809	2.0524
Si	1.3823	9.5513	2.0608
Si	6.8368	9.566	2.0581
Si	-0.0622	-0.0329	3.3485
Si	5.4698	-0.02	3.468
Si	2.694	2.7073	3.3532
Si	8.2239	2.6996	3.4865
Si	-0.0219	5.4653	3.5187
Si	5.4605	5.4579	3.3462
Si	2.7327	8.1633	3.4692
Si	8.2194	8.1726	3.3799
Si	1.2695	1.3567	4.6732
Si	6.9075	1.2709	4.864
Si	4.0548	4.0996	4.6693
Si	9.5621	4.0631	4.9274
Si	1.3564	6.8392	4.9166
Si	6.8463	6.79	4.697
Si	4.131	9.4983	4.8388
Si	9.5708	9.5367	4.7532
Si	2.5921	-0.0786	5.9949
Si	8.2361	-0.1478	6.2643
Si	0.0244	2.6568	6.242
Si	5.5314	2.7906	6.0021
Si	2.7025	5.3545	6.1795
Si	8.1293	5.4616	6.2032
Si	-0.0062	8.2831	6.2506
Si	5.5538	8.1223	6.1591
As	3.5062	1.9156	6.9012
Si	9.9915	0.8573	7.4967
As	1.6828	3.6818	7.7464
Si	6.2229	4.579	7.3675
Si	4.5743	6.3033	7.2702
Si	9.1448	7.2294	7.3858
Si	0.8624	10.1724	7.5054
Si	7.3736	8.9065	7.5075
O	4.4861	6.6138	8.8931
O	0.5589	4.3659	9.132
O	9.6457	6.6749	8.8626
O	1.2339	10.1186	9.1291
O	6.1045	4.2807	8.9956
O	3.6135	1.3167	8.5969
O	7.0761	9.0075	9.1472
O	9.5765	1.0925	9.0905
O	8.207	2.5921	22.7497
O	10.97	5.5947	22.6365
O	5.6041	0.1085	22.6182
O	5.2623	5.44	22.6139
O	2.0944	2.8433	22.4728
O	3.301	7.9004	22.4884
O	8.3442	8.7895	22.4059
O	-0.2032	11.2821	22.7391
Si	2.0635	3.1516	12.8949
Si	8.6057	1.3205	10.3821
Si	0.995	4.6156	15.3575
Si	7.3952	5.6114	12.2141
Si	2.3779	8.2363	21.1936
Si	5.2854	7.7912	12.4815
Si	9.1477	0.5394	15.5206
Si	2.8345	0.0468	16.6311
Si	10.3741	1.3185	12.6463
Si	7.7313	2.8828	21.2352
Si	9.0357	8.8882	14.457
Si	1.1564	5.0329	10.4886
Si	4.4234	9.5634	19.1036
Si	11.0359	6.1524	21.1072
Si	6.5111	10.5435	14.8233
Si	5.3507	0.7832	21.1662
Si	2.271	9.8425	10.3674
Si	0.3926	10.6804	21.3726
Si	5.8196	5.2979	21.1044
Si	3.5328	7.1253	10.0909
Si	8.9708	5.7614	14.7929
Si	3.6158	4.1383	19.087
Si	9.9724	3.7262	19.314
Si	4.1493	8.7421	15.3475
Si	0.3673	2.002	17.1349
Si	6.7365	7.5998	19.2284
Si	5.1634	3.7154	16.6987
Si	7.7193	5.0832	17.5053
Si	6.6261	9.926	10.4233
Si	4.2873	1.0534	10.0282
Si	-0.1374	9.256	11.9133
Si	9.0593	8.6814	20.9293
Si	4.4514	1.767	14.5271
Si	2.4067	2.131	21.0403
Si	6.2406	3.3602	10.3305
Si	3.3393	6.0081	16.7622
Si	9.6813	6.7869	10.4794
O	0.0748	2.7108	18.5719
O	2.8219	9.7124	15.5664
O	10.8095	4.8687	20.1301
O	7.4402	2.3473	9.9363
O	10.7963	5.7947	11.1757
O	6.3952	6.6868	12.9364
O	10.0085	8.3641	10.8045
O	7.5731	9.5586	13.9854
O	8.2006	6.3766	11.022
O	5.3003	10.5653	20.0353
O	1.9581	3.9381	11.4495
O	7.9247	8.5986	19.7539
O	6.1476	6.7774	20.5158
O	5.4044	2.8194	15.3583
O	1.2724	0.9691	20.6855
O	6.0073	9.0133	11.6383
O	4.4976	5.0783	16.0908
O	6.5074	3.9975	17.5833
O	10.5658	10.8558	11.8412
O	5.486	0.5937	13.9528
O	7.9937	5.1623	15.9205
O	9.5948	9.8952	15.6261
O	-0.4516	5.2615	15.0462
O	1.5309	6.8906	20.7887
O	1.4236	0.7288	17.1509
O	6.5576	1.8262	20.8134
O	0.8732	2.0246	12.9227
O	3.2153	5.5756	18.3592
O	9.4036	2.1039	11.5915
O	0.8884	3.1857	16.14
O	8.4696	5.1728	13.3591
O	10.2262	8.7597	13.3471
O	1.4052	9.446	21.6829
O	10.0401	9.9816	20.5975
O	3.0816	0.2618	10.8557
O	4.8885	2.4609	10.6535
O	1.7931	4.3264	13.9798
O	7.9038	10.8506	10.8961
O	9.0437	4.5198	18.2422
O	5.5288	9.5826	15.7341
O	5.505	0.0047	9.8568
O	3.4996	2.4171	13.3337
O	1.8485	5.745	16.1595
O	9.5968	1.1301	14.0614
O	4.2564	6.9689	11.5298
O	4.7324	4.505	20.2046
O	9.8521	1.418	16.6711
O	6.5845	4.3172	11.6153
O	5.5308	8.4818	18.5607
O	9.0413	2.7814	20.2703
O	3.5093	1.2167	15.7329
O	4.1414	3.1485	17.8703
O	9.8752	7.27	20.8891
O	3.3052	8.7171	9.8058
O	3.8367	7.5169	16.3894
O	7.5103	0.5773	15.7008
O	8.8227	7.3753	14.9649
O	3.8943	1.4947	21.1721
O	1.4782	9.149	11.6372
O	2.182	6.2441	10.0927
O	7.2934	6.5366	18.1187
O	7.1937	4.4201	21.1144
O	4.4143	8.2927	13.7861
O	3.2801	8.7379	19.9377
O	2.4556	3.2884	19.872
O	3.673	10.4473	17.9416

Results
free energy: -139623.781 eV
free energy less fixed offsets of As -4856.12, O -568.88, Si -635.61 eV per atom: 1.529 eV

Forces (eV/angstrom), in the order of the atoms: element, x, y, z
Si	-0.0002	-0.0003	0.0003
Si	-0.0002	0.0001	-0.0009
Si	0.0002	0.0002	0.0001
Si	0.0001	0.0014	-0.0004
Si	-0.0007	0.0005	-0.0004
Si	-0.0005	-0.0003	0.0003
Si	0	0.0007	0.0001
Si	0.0004	-0.0001	0
Si	0.0002	-0.0002	-0.0009
Si	-0.0001	0.0003	-0.0005
Si	0.0001	-0.0001	-0.0004
Si	-0.0003	0.0005	-0.0002
Si	0.0002	0.0005	-0.0007
Si	0	0.0007	-0.0002
Si	-0.0003	0.0001	-0.0001
Si	0.0006	0.0003	-0.0009
Si	-0.0001	0	0.0009
Si	-0.0006	-0.0001	0.0008
Si	-0.0004	0.0003	0.0008
Si	-0.0001	0.0003	0.0005
Si	-0.0004	0.0001	0.0007
Si	-0.0001	-0.0002	0.0005
Si	-0.0007	-0.0002	0.0009
Si	-0.0007	-0.0002	0.0006
Si	-0.0003	0.0002	0
Si	-0.0002	-0.0005	-0.0002
Si	-0.0009	0.0001	0.0007
Si	-0.0002	0.0002	-0.0009
Si	0.0003	-0.0003	-0.001
Si	0	0.0003	-0.0002
Si	0.0002	-0.0002	-0.0007
Si	-0.0003	-0.0002	0.0005
Si	-0.0009	0.0009	0.0006
Si	-0.0001	-0.0004	-0.0005
Si	-0.0004	0.0006	0.0004
Si	0.0008	-0.0006	0.0003
Si	0.0004	-0.0002	-0.0006
Si	-0.0006	0.0008	0.0006
Si	0.0003	-0.0002	0.0003
Si	-0.0006	0.0008	0
Si	0.1486	-0.051	0.0864
Si	-0.1652	0.1285	-0.0803
Si	0.1254	-0.0724	-0.0076
Si	-0.1686	0.1502	-0.0508
Si	-0.0144	0.2171	-0.1023
Si	0.1049	-0.1525	0.038
Si	-0.1493	0.0716	-0.0695
Si	0.1477	-0.0761	0.039
Si	0.0623	-0.1747	0.0833
Si	-0.1629	0.0731	-0.1031
Si	-0.0678	0.1232	-0.0524
Si	0.1233	-0.1265	0.0859
Si	-0.1599	0.01	-0.0689
Si	0.0801	-0.1905	0.1302
Si	0.1903	-0.0994	0.0941
Si	-0.0549	0.111	-0.0506
Si	0.0002	0.0005	0.0011
Si	0	0.0004	0.0007
Si	-0.0005	-0.0008	-0.0005
Si	-0.0008	0.0014	-0.0009
Si	0.0009	0.0001	0.0003
Si	-0.0003	0.0013	0.001
Si	-0.0011	0.0007	-0.0009
Si	-0.0022	0.0008	0
Si	0.0003	-0.0011	-0.0016
Si	0.0001	-0.0001	0.0003
Si	0.0005	-0.0008	-0.0034
Si	0.0009	-0.0003	-0.0005
Si	-0.0012	0.0013	0.0009
Si	-0.0034	-0.0013	0
Si	-0.0004	0.0001	-0.0002
Si	0.0023	-0.0023	-0.0003
Si	-0.0002	0.0028	-0.0039
Si	-0.0044	0.001	0.001
Si	0.0016	0.0022	-0.0029
Si	-0.0011	0.004	-0.0023
Si	-0.0037	0.0039	-0.0014
Si	0.0003	0.0022	0
Si	0.0004	0.0012	-0.0014
Si	-0.0011	0.0017	0.0005
Si	0.0011	-0.0027	0.0032
Si	0.0049	-0.001	0.0015
Si	-0.0011	-0.0028	0.0092
Si	-0.0056	-0.005	-0.001
Si	0.003	0.0027	0.0028
Si	0.0007	0.0002	-0.0008
Si	0.001	-0.0043	-0.0014
Si	0.0014	-0.0007	0.0015
As	0.0107	0.003	0.015
Si	0.0005	0.0054	-0.0039
As	0.0046	-0.0113	-0.0147
Si	-0.0049	-0.0042	0.0038
Si	0.0002	0.0046	-0.0023
Si	0.0008	0.0003	0.0013
Si	-0.0042	-0.0004	0.0026
Si	-0.0042	0.001	0.0028
O	0.0002	-0.0005	0.0014
O	-0.0084	-0.0015	-0.0049
O	-0.0004	-0.0013	-0.0009
O	0.0003	0.0006	-0.0028
O	0.0013	0.001	0.0012
O	0.005	-0.0035	0.0069
O	0.0006	-0.001	-0.0018
O	0.0004	-0.0014	-0.0005
O	0.0004	0.0002	0.0013
O	-0.0001	-0.0001	0.001
O	0.0001	-0.0003	0.0007
O	-0.0003	0.0001	0.0003
O	-0.0005	0.0002	0.0002
O	-0.0001	-0.0001	0.0004
O	-0.0002	0.0004	0.0004
O	-0.0008	0.0003	0
Si	0.0004	0.0011	0.0006
Si	-0.0027	-0.0006	0.001
Si	0.0002	0.0005	0.0003
Si	-0.0006	0.0007	0.0012
Si	-0.0001	0.0007	-0.0004
Si	-0.0001	0.0002	0.0009
Si	-0.0006	0.0002	-0.0002
Si	-0.0007	0.0007	-0.0003
Si	0.0004	0.0003	-0.0005
Si	0	0.0002	-0.0007
Si	-0.0013	0.0007	0.0008
Si	0.0028	0.0028	0.0116
Si	-0.0003	0.0002	-0.0006
Si	-0.0003	-0.0001	-0.0004
Si	-0.0011	0.0007	0.0006
Si	-0.0002	0.0004	0.0003
Si	0.0022	0.0003	0.0021
Si	0	0.0001	0
Si	-0.0004	0.0008	-0.0006
Si	-0.0001	0.0015	0.0006
Si	-0.0006	0.0003	0.0006
Si	-0.0003	0.0005	-0.0007
Si	-0.0002	0.0001	-0.0004
Si	0.0001	0.0003	0.0001
Si	-0.0005	-0.0003	0.0003
Si	-0.0004	0	-0.0002
Si	0.0001	0.0002	-0.0001
Si	-0.0007	-0.0002	0.0001
Si	0.0025	0	-0.0006
Si	-0.0036	0.0012	-0.0108
Si	0.0007	0.0025	0.001
Si	-0.0009	0	-0.0004
Si	-0.0003	0.0006	0
Si	0	0.0003	-0.0003
Si	0.0002	-0.0012	-0.0004
Si	-0.0002	0.0007	-0.0002
Si	-0.0006	0.0018	0.0032
O	-0.0007	0.0009	0.0005
O	-0.0001	0.0006	0.0001
O	0	0.001	0.0005
O	-0.002	0.0012	0.0003
O	-0.0027	-0.0007	0.0002
O	-0.0004	0	-0.0014
O	-0.0007	-0.0001	-0.0006
O	0.0006	0.0002	0.0001
O	-0.0005	0.0008	0.0001
O	-0.0002	0.0016	0.0007
O	-0.0004	0.0007	0.0004
O	0.0002	0.0007	0.0004
O	-0.0004	-0.0001	0.0004
O	-0.0001	0.0007	0
O	-0.0003	0.0003	0
O	-0.0013	-0.0016	0.0007
O	-0.0005	0.0007	0.0002
O	-0.0002	0.0006	0
O	0.0012	-0.0013	0.0012
O	-0.0003	0.0004	0.0001
O	-0.0002	0.0004	0.0007
O	-0.0002	0.0007	0.0004
O	-0.0005	0.0007	0.0003
O	-0.0002	0.0003	0
O	-0.0004	0.0004	0.0001
O	-0.0005	0.0002	-0.0001
O	-0.0011	0.0002	0
O	-0.0002	0	0.0007
O	0.0005	0.0006	0.001
O	0	0	0.0005
O	-0.0011	0.0005	-0.0007
O	0.0003	0.0004	-0.0009
O	-0.0003	0.0003	0.0005
O	0.0001	0.0006	0.0001
O	0.0026	-0.0004	-0.0017
O	-0.001	-0.0018	-0.0044
O	-0.001	0.0012	0.001
O	0.0004	0.0012	-0.0007
O	0.0002	0.0002	0.0005
O	-0.0004	0.0005	-0.0001
O	-0.0093	0.0071	0.0039
O	0.0005	-0.0004	0
O	-0.0001	0.0007	0.0001
O	-0.0009	0.0004	0.0004
O	0.0006	0.0007	0
O	0.0005	0.0006	0.0008
O	-0.0001	0.0005	-0.0003
O	-0.0001	0.0009	-0.0001
O	-0.0004	0.0003	0.0003
O	-0.0009	0.0003	0.0006
O	-0.0006	0	0.0003
O	-0.0007	0.0004	0.0008
O	-0.0002	0.0002	0.0001
O	-0.0012	0.001	0.0011
O	-0.0001	0.0001	0.0004
O	0.0001	0.0005	-0.0003
O	-0.0004	0.0001	-0.0001
O	-0.0006	0.0004	0.0001
O	-0.0016	0.0011	0.0003
O	0.0037	0.0045	-0.0007
O	-0.0007	0.0009	0.0007
O	-0.0002	0	0.0001
O	0.0002	0.0002	0
O	-0.001	-0.0002	0.0008
O	-0.0005	-0.0005	0.0007
O	0.0002	0.0002	0.0009

The program warned: the cutoff lies below the one the program advises for these potential files; the exchange-correlation potential is rough where the density is thin.
